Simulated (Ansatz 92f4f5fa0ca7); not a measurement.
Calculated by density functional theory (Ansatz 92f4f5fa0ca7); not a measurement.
Periodic cell of 222 atoms, Si131O89P2, from a study of silicon, its oxide and their interface. The atomic structure is a simulated model.
Doubt: the cutoff is far below the 930 eV that the study's wrapper takes by default for these files, so forces and energies are approximate.
This geometry differs little from another in the collection (a relaxation step or a small displacement).

Settings: functional PBE; potential files Ansatz PAW; basis plane waves; wave-function cutoff 580 eV; density cutoff ratio 5; exchange-correlation grid ratio 1; k mesh 1 x 1 x 1, Gamma-centred; self-consistency stop 5e-08 eV per atom in the density residual; occupations fixed; spin none; net charge 0.

Cell vectors (angstrom)
a  10.938  0  0
b  0  10.938  0
c  0  0  32.1988

Atoms: element, x, y, z (angstrom)
Si  10.5111  0.2512  24.8276
Si  5.7086  10.6396  24.726
Si  2.5296  2.938  24.6557
Si  8.3751  2.5531  24.9115
Si  0.334  5.2224  24.7522
P  5.1282  5.7668  24.795
P  2.9461  8.0465  24.3453
Si  7.9311  8.3931  24.7356
Si  1.3436  1.3565  25.9903
Si  6.8145  1.2847  26.1365
Si  4.1432  4.0909  26.0218
Si  9.6583  4.1106  26.1212
Si  1.498  6.9306  25.9188
Si  6.7881  6.7543  26.043
Si  4.0427  9.4369  25.9267
Si  9.4649  9.5519  26.1479
Si  2.7356  -0.047  27.3116
Si  8.1648  -0.0282  27.5536
Si  0.0313  2.6965  27.4698
Si  5.4508  2.6992  27.4194
Si  2.7617  5.5001  27.373
Si  8.2324  5.4659  27.4117
Si  0.0297  8.1777  27.3519
Si  5.426  8.1618  27.4004
Si  4.0693  1.3288  28.7496
Si  9.5812  1.3543  28.8337
Si  1.3919  4.1142  28.7659
Si  6.8443  4.0858  28.7659
Si  4.0971  6.8191  28.7984
Si  9.5971  6.8362  28.7646
Si  1.3704  9.5637  28.7392
Si  6.7794  9.5265  28.82
Si  0.0195  -0.0203  30.1539
Si  5.4446  -0.0003  30.1548
Si  2.7405  2.7293  30.1349
Si  8.2041  2.735  30.1575
Si  0.0108  5.4644  30.1421
Si  5.4802  5.4564  30.1461
Si  2.7283  8.2054  30.1403
Si  8.2123  8.1883  30.1459
Si  1.3673  1.3673  31.515
Si  6.8362  1.3673  31.515
Si  4.1018  4.1018  31.515
Si  9.5708  4.1018  31.515
Si  1.3673  6.8362  31.515
Si  6.8362  6.8362  31.515
Si  4.1018  9.5708  31.515
Si  9.5708  9.5708  31.515
Si  2.7345  0  0.6835
Si  8.2035  0  0.6835
Si  0  2.7345  0.6835
Si  5.469  2.7345  0.6835
Si  2.7345  5.469  0.6835
Si  8.2035  5.469  0.6835
Si  0  8.2035  0.6835
Si  5.469  8.2035  0.6835
Si  4.1192  1.3634  2.0542
Si  9.5636  1.361  2.0527
Si  1.3651  4.1242  2.0362
Si  6.8478  4.0874  2.0575
Si  4.1039  6.83  2.053
Si  9.5761  6.8394  2.0506
Si  1.3774  9.5553  2.0497
Si  6.8258  9.5952  2.0494
Si  -0.0073  -0.0252  3.3889
Si  5.4859  0.0183  3.4673
Si  2.7721  2.7883  3.3648
Si  8.1902  2.7043  3.4479
Si  0.0165  5.4851  3.431
Si  5.4821  5.4698  3.406
Si  2.765  8.2138  3.442
Si  8.2052  8.2317  3.3793
Si  1.3855  1.4034  4.6303
Si  6.8393  1.3594  4.904
Si  4.1511  4.0956  4.7996
Si  9.5699  4.0945  4.7603
Si  1.4078  6.8424  4.8147
Si  6.8193  6.8983  4.725
Si  4.1286  9.5876  4.843
Si  9.5518  9.5617  4.7865
Si  2.7404  0.1249  6.0547
Si  8.1996  -0.0482  6.2608
Si  0.0204  2.686  6.0416
Si  5.47  2.7377  6.2878
Si  2.8092  5.4903  6.174
Si  8.1674  5.4945  6.0361
Si  0.0071  8.1987  6.1509
Si  5.5203  8.2331  6.2277
Si  3.8278  1.589  7.5979
Si  9.8299  1.1542  7.45
Si  1.6207  3.8167  7.3085
Si  6.6424  4.4335  7.4716
Si  4.3961  6.6473  7.5438
Si  9.3561  6.9654  7.4007
Si  1.134  9.9343  7.2877
Si  7.1496  9.2447  7.663
O  8.3062  8.1096  7.9119
O  2.708  2.7523  7.948
O  9.462  1.447  24.3683
O  0.0189  0.0376  7.9527
O  5.5154  5.5227  8.0296
O  6.8325  9.5241  24.2112
O  1.4319  4.0988  24.1997
O  3.8503  7.4009  8.9329
O  0.8118  4.398  8.6031
O  9.8019  6.1888  8.7939
O  2.1128  9.4061  8.4932
O  7.5044  3.9468  8.792
O  4.2567  0.9473  9.0691
O  6.7142  9.5793  9.2153
O  9.1994  1.8703  8.7964
O  7.6738  3.2559  23.6013
O  10.5018  5.8069  23.4237
O  5.1348  0.4436  23.3737
O  5.7883  5.1767  23.3946
O  3.1311  2.2193  23.2865
O  2.1389  9.23  23.4457
O  8.6554  7.7559  23.3961
O  -0.1772  10.463  23.3791
Si  4.4141  1.5934  22.4717
Si  3.4728  7.9666  14.0211
Si  7.0905  1.0058  14.6547
Si  0.8045  9.5037  22.5179
Si  1.1659  4.3409  11.8767
Si  6.2488  9.0094  15.3031
Si  0.6583  1.401  12.2967
Si  8.5968  5.016  20.5242
Si  0.3161  5.7359  9.3565
Si  5.0749  3.18  17.9333
Si  0.8531  3.7963  16.7431
Si  10.361  2.9092  19.2152
Si  5.2677  1.2108  10.3458
Si  0.8496  0.251  19.809
Si  6.6298  9.4891  10.8537
Si  9.3056  9.7398  18.2956
Si  9.3765  9.2786  12.5489
Si  6.5455  3.9199  22.6403
Si  2.433  8.092  9.3755
Si  10.5645  7.4195  17.0771
Si  2.4848  6.3404  16.5752
Si  10.1589  4.5353  14.179
Si  6.11  9.2419  18.4985
Si  7.9607  2.5946  9.5706
Si  8.8614  2.1865  12.4447
Si  5.3102  6.3041  18.063
Si  3.9024  0.6186  19.4586
Si  4.2609  3.8709  12.0409
Si  5.5274  6.6331  12.1334
Si  7.9802  2.5609  17.208
Si  4.3324  2.5218  14.9618
Si  1.5085  1.2573  15.2632
Si  1.5559  9.4456  12.0329
Si  8.0339  6.8925  13.8569
Si  10.3532  9.8754  15.4689
Si  9.8468  7.0179  22.5569
Si  8.0755  5.5406  17.4209
O  6.033  7.9896  11.2874
O  5.9933  9.2495  16.8809
O  7.6543  1.4148  13.1866
O  0.8691  1.7843  13.8672
O  9.4022  6.304  16.9025
O  6.7428  6.2351  13.136
O  5.1061  4.7168  18.6013
O  9.1986  2.2115  18.2572
O  2.3449  0.1671  19.0701
O  9.3617  10.2726  16.7293
O  2.7733  4.4689  11.7
O  5.0387  10.3824  19.0825
O  9.4043  3.288  13.4843
O  0.4296  1.838  19.9371
O  3.1228  1.4089  15.0746
O  8.1057  5.4277  19.0387
O  3.8622  6.6529  17.3923
O  4.5555  3.3341  16.3752
O  9.0512  5.7162  14.3122
O  5.4593  2.8092  22.1603
O  10.6459  4.1937  15.679
O  0.2989  3.9364  18.2736
O  10.394  10.6026  19.1597
O  9.6304  10.0601  14.0047
O  10.9992  8.0988  22.1401
O  1.1573  2.21  16.5339
O  9.6747  3.7904  20.4094
O  8.0987  4.0937  16.684
O  -0.0554  9.1324  11.8864
O  6.556  2.4694  18.0026
O  5.5675  10.7444  11.1912
O  7.7207  9.6509  18.8251
O  10.0087  1.0618  12.0607
O  1.299  6.9853  9.0666
O  0.6121  4.8016  13.3473
O  5.6743  7.684  18.9774
O  5.2227  5.1169  11.5155
O  2.6961  7.0279  15.1129
O  0.8985  2.7754  11.4663
O  0.8302  10.7287  15.5529
O  2.3982  8.6186  10.9079
O  4.6835  2.4613  11.2674
O  4.2274  3.545  13.6715
O  2.1734  4.7307  16.4878
O  10.6765  8.2891  15.6899
O  6.9146  10.3368  14.6593
O  2.3221  8.9871  13.4183
O  7.9997  1.5832  15.8958
O  4.111  7.0262  12.8519
O  4.1486  2.0749  18.7198
O  7.2739  4.5287  21.3328
O  8.4013  2.963  11.0922
O  1.1543  6.9156  17.3559
O  5.6185  1.6052  14.7527
O  8.1166  9.7913  11.5716
O  9.2398  6.343  21.2109
O  8.9396  7.7498  12.8375
O  1.6329  0.1534  11.88
O  6.6176  6.2127  17.0621
O  7.3818  7.8482  15.0269
O  1.1488  10.3567  21.1809
O  10.0115  8.2677  18.348
O  3.9599  0.9032  21.0726
O  0.3187  5.3611  10.9261
O  6.6866  1.5979  9.6405
O  4.7616  8.7479  14.6659

Results
free energy: -135405.319 eV
free energy less fixed offsets of O -568.88, P -755.39, Si -635.61 eV per atom: 0.691 eV

Forces (eV/angstrom), in the order of the atoms: element, x, y, z
Si  -0.1198  0.0878  -0.1927
Si  -0.0237  0.0095  -0.0146
Si  -0.0053  0.0075  -0.048
Si  -0.0662  0.0701  -0.012
Si  -0.0346  0.0031  0.0171
P  -0.0665  -0.0039  -0.0649
P  0.0677  0.1061  0.0594
Si  -0.0066  0.0189  -0.0109
Si  0.0003  0.0005  0.0107
Si  0.022  -0.0113  0.0067
Si  0.0134  0.0271  0.0215
Si  0.0027  -0.02  -0.0186
Si  0.0113  -0.023  -0.008
Si  0.0196  -0.0148  0.0126
Si  0.0315  -0.0385  -0.0241
Si  -0.0223  -0.0172  0.0098
Si  -0.0207  -0.0008  -0.0083
Si  0.0093  0.0157  -0.0667
Si  0.0115  -0.0165  -0.058
Si  -0.0067  0.0125  -0.0024
Si  0.0002  -0.0172  -0.0041
Si  -0.002  0.016  0.0009
Si  -0.0067  0.0192  0.0082
Si  0.014  -0.0084  -0.0204
Si  -0.0029  0.0049  -0.0061
Si  0.0079  -0.0061  0.0352
Si  0.0122  0.005  0.028
Si  -0.0004  0.0007  -0.0052
Si  0.0055  -0.0094  0.0158
Si  -0.0209  0.0014  -0.0053
Si  0.0066  -0.0024  -0.0153
Si  0.0011  -0.0225  0.024
Si  -0.0061  0  -0.0094
Si  0.0156  0.0057  -0.004
Si  -0.0035  0.006  -0.0008
Si  0.001  0.0004  -0.0022
Si  0.0031  -0.009  0.0009
Si  -0.0085  0.0009  -0.0019
Si  -0.0083  0.0069  -0.0043
Si  -0.0011  0.0016  -0.0069
Si  0.0443  0.0257  -0.0251
Si  -0.0399  -0.0035  -0.0543
Si  0.0719  -0.1083  -0.0387
Si  0.035  0.0608  -0.0267
Si  0.012  0.0477  -0.0623
Si  0.0849  -0.0983  0.0143
Si  -0.1686  -0.0581  0.0419
Si  0.0047  -0.0395  0.0006
Si  0.0603  -0.0089  0.0994
Si  -0.054  0.0685  -0.0854
Si  -0.0656  -0.0054  0.0698
Si  0.0747  -0.0322  0.0108
Si  -0.0385  0.1768  -0.1385
Si  0.0639  -0.0638  0.093
Si  0.0524  -0.1086  -0.0296
Si  -0.0345  0.0528  0.0537
Si  -0.0044  0.0036  0.0045
Si  -0.0025  0.0025  -0.0048
Si  0.0069  -0.0039  0.001
Si  0.0001  0.0032  0.0039
Si  0.001  0.0017  -0.0039
Si  0.001  -0.0014  0.0051
Si  -0.0012  0.0026  0.0036
Si  0.0046  -0.0057  -0.0025
Si  -0.0083  -0.0067  -0.0105
Si  0.0079  -0.0006  0.0098
Si  0.0032  0.0167  -0.0167
Si  -0.0054  -0.0108  0.0095
Si  0.0053  -0.0001  0.0064
Si  -0.0054  -0.0029  -0.0064
Si  0.0084  -0.0035  0.0103
Si  -0.0035  0.0109  -0.0099
Si  0.0026  -0.0048  0.018
Si  -0.0004  0.0068  -0.0112
Si  -0.0005  -0.0045  0.0142
Si  -0.0014  0.0051  -0.0039
Si  -0.0059  0.0018  -0.0041
Si  0.005  -0.0036  0.0149
Si  -0.007  -0.001  -0.0118
Si  -0.0005  -0.0025  0.0154
Si  -0.0074  0.002  0.0101
Si  0.0088  -0.0066  0.0004
Si  0.0035  -0.0035  0.0072
Si  -0.0052  0.0075  0.003
Si  0.0047  -0.0093  0.0024
Si  -0.0069  0.0083  0.0073
Si  -0.0026  0.0074  0.0022
Si  0.0096  -0.0052  0.0092
Si  0.0011  0.0015  -0.0139
Si  0.0009  -0.0084  -0.009
Si  0.0092  0.0007  -0.0098
Si  -0.005  -0.0057  -0.0148
Si  -0.0028  -0.0024  -0.0052
Si  -0.0028  0.0083  -0.0179
Si  -0.0036  0.0003  -0.0126
Si  0.0049  -0.0019  -0.019
O  -0.007  -0.0088  0.0122
O  -0.0063  0.0024  0.0031
O  0.1239  -0.1137  -0.0018
O  0.0045  0.0045  0.0058
O  0.002  0.0044  0.002
O  0.0066  -0.0159  0.0092
O  0.0074  -0.0238  0.0009
O  0.0006  0.0002  -0.0041
O  -0.001  -0.0014  -0.0029
O  0.0018  -0.0025  -0.0016
O  0.0029  -0.0035  0.0016
O  0.0038  -0.0029  0.002
O  0.0027  -0.0007  0.0035
O  -0.0026  0.0003  0.0032
O  -0.0013  0.0019  -0.0028
O  -0.099  0.0559  -0.027
O  0.0004  0.0298  -0.0104
O  -0.0044  0.0079  0.0017
O  0.0361  -0.0859  0.0277
O  -0.0029  -0.0047  0.0186
O  -0.162  -0.0094  -0.0534
O  0.009  -0.0038  0.0064
O  0.1195  -0.0877  0.0508
Si  0.0088  0.0055  -0.0142
Si  -0.001  0.0004  0.0137
Si  0.0001  0.0007  0.0133
Si  -0.0931  0.1513  0.0496
Si  -0.0012  0.0021  0.0123
Si  -0.0007  -0.0014  0.0146
Si  -0.0005  -0.0007  0.0136
Si  -0.0132  -0.0134  0.0003
Si  -0.0014  0.0014  0.0095
Si  -0.0002  0.0021  0.0061
Si  -0.0015  -0.0001  0.0151
Si  0.0012  -0.0006  0.0053
Si  -0.0018  -0.0003  0.0078
Si  0.013  -0.0004  0.029
Si  -0.0011  0.0037  0.0076
Si  -0.0043  -0.0075  0.0029
Si  -0.0006  -0.0002  0.015
Si  0.0247  -0.0134  0.09
Si  0.0001  0.0038  0.0061
Si  0.0014  -0.001  0.0099
Si  -0.001  0.0007  0.0149
Si  -0.0001  -0.0008  0.0148
Si  -0.0034  0.0008  0.0061
Si  0.0002  0.0033  0.0092
Si  -0.0003  0.0009  0.0116
Si  -0.0005  -0.002  0.0082
Si  0.0087  0.0015  0.0035
Si  -0.0001  -0.0021  0.0131
Si  0.0002  0  0.0133
Si  -0.0002  -0.0005  0.0121
Si  0.0002  0.0014  0.0148
Si  -0.0008  0.0002  0.0131
Si  0.0017  -0.0023  0.0108
Si  0.0002  -0.0008  0.0157
Si  0.0021  -0.0018  0.0117
Si  0.0203  -0.0215  -0.0234
Si  0.0002  0.0002  0.0116
O  -0.0008  -0.003  -0.006
O  0.0018  0.0004  -0.0067
O  -0.0022  -0.001  -0.0054
O  0.0016  0  -0.0055
O  0.0028  0.0008  -0.0042
O  0.0008  -0.0002  -0.0072
O  0.0026  0.0013  -0.0033
O  0.0018  -0.0018  -0.0008
O  -0.0142  0.0001  0.0003
O  0.0021  0.0019  -0.0027
O  0.0006  -0.0005  -0.0068
O  0.0004  0.0003  -0.0021
O  0.0008  0.0009  -0.0058
O  0.0023  -0.0106  0.0028
O  0.0003  0.0002  -0.0076
O  0.0029  -0.0022  0.0084
O  0.0008  0.0004  -0.0058
O  0.0011  0.0009  -0.0079
O  -0.0001  -0.0007  -0.0091
O  0.0447  0.0348  0.0441
O  0.0007  0.0005  -0.0047
O  -0.0006  -0.0059  -0.0005
O  0.0151  -0.0011  0.0105
O  0  -0.0002  -0.0058
O  -0.0026  0.055  0.0322
O  0.0007  -0.0006  -0.008
O  -0.0067  0.008  0.001
O  0.0024  -0.0018  -0.0049
O  -0.0017  0.0005  -0.0068
O  0.0025  0.0007  -0.0051
O  -0.0002  -0.001  -0.0053
O  0.0063  0.001  -0.0004
O  0.0004  0.0006  -0.007
O  -0.0013  -0.0021  -0.0046
O  -0.001  -0.0001  -0.0063
O  0.0031  -0.0017  -0.0019
O  -0.0004  0.0016  -0.0069
O  0.0004  -0.0005  -0.0068
O  -0.0007  -0.0002  -0.0072
O  0.0019  0.0003  -0.0067
O  -0.0026  0.0023  -0.0015
O  -0.0009  0.0027  -0.0047
O  0.0003  -0.0008  -0.0046
O  0.0007  0.0002  -0.0055
O  -0.0007  0.0012  -0.0073
O  -0.0006  0.0002  -0.0075
O  0.001  -0.0009  -0.0055
O  0.0004  -0.0014  -0.0061
O  -0.0011  0.0004  -0.0061
O  0.0017  -0.0001  -0.0031
O  0.0179  0.0174  0.0023
O  0.0012  -0.0009  -0.0022
O  0.0006  0.0003  -0.0053
O  0.0007  -0.0008  -0.0053
O  0.0025  -0.0011  -0.0045
O  0.0123  0.002  0.0227
O  -0.0001  -0.0004  -0.007
O  -0.0004  0.0002  -0.0072
O  0.0007  0.0013  -0.0047
O  -0.0018  0.0014  -0.0074
O  -0.02  -0.0522  0.0801
O  -0.001  0.0007  0.002
O  0.0015  -0.0001  0.0068
O  0.002  -0.0014  -0.0032
O  -0.0006  -0.0004  -0.0047
O  -0.0003  0  -0.0069

The program warned: the cutoff lies below the one the program advises for these potential files; the forces do not sum to zero within the program's tolerance; the exchange-correlation potential is rough where the density is thin.
